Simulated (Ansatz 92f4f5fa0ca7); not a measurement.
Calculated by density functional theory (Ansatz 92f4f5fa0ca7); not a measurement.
Periodic cell of 254 atoms, Si144O106N4, from a study of silicon, its oxide and their interface. The atomic structure is a simulated model.
Doubt: the cutoff is far below the 930 eV that the study's wrapper takes by default for these files, so forces and energies are approximate.
This geometry differs little from another in the collection (a relaxation step or a small displacement).

Settings
functional: PBE
potential files: Ansatz PAW
basis: plane waves
wave-function cutoff: 580 eV
density cutoff ratio: 5
exchange-correlation grid ratio: 1
k mesh: 1 x 1 x 1, Gamma-centred
self-consistency stop: 5e-08 eV per atom in the density residual
occupations: fixed
spin: none
net charge: 0

Cell vectors (angstrom)
a 10.938 0 0
b 0 10.938 0
c 5.3342 4.8172 36.7866

Atoms and the computed forces on them: element, x, y, z (angstrom), force x, y, z (eV/angstrom)
Si 7.2958 3.0386 29.1779 0.0627 -0.0906 -0.0405
Si 9.7349 6.0505 29.3487 0.046 -0.0749 -0.0949
Si 6.5051 9.0809 29.4429 -0.1493 0.1113 -0.1586
Si 9.4347 0.7231 29.5897 0.0718 -0.0451 -0.1237
Si 0.9711 3.7305 29.2245 -0.0081 0.0537 -0.1322
Si 3.8649 6.1364 29.1935 -0.0244 -0.0121 -0.1526
Si 11.7888 9.5365 29.3391 -0.0634 0.1207 -0.0708
Si 4.3221 0.4646 29.2146 0.1105 -0.1075 -0.1083
Si 8.1332 4.8033 30.5847 0.025 -0.0055 -0.0201
Si 10.8833 7.6669 30.5955 0.0401 -0.0159 -0.0068
Si 8.0448 -0.7003 30.7896 -0.0344 0.0175 -0.0209
Si 10.8511 2.1729 30.6941 0.0015 0.019 0.0259
Si 2.6165 4.7503 30.5967 -0.005 0.0175 0.0231
Si 5.2214 7.5194 30.6112 -0.0148 0.0188 0.0296
Si 13.5345 10.4602 30.622 0.0429 -0.0469 0.0148
Si 5.4808 2.0904 30.4902 0.0314 -0.024 -0.0166
Si 6.6765 6.1605 31.9452 0.0053 0.0126 -0.0017
Si 9.4626 8.8724 32.0435 -0.0175 0.0152 -0.0159
Si 6.6827 0.7343 32.0365 -0.0003 -0.0235 -0.0408
Si 9.4358 3.4821 32.0423 0.0069 0.0137 -0.0376
Si 12.2118 6.2013 31.9679 -0.0274 -0.0107 -0.018
Si 14.8407 8.9473 31.9836 0.0242 0.0371 -0.0515
Si 12.1841 11.7227 32.0435 -0.0185 0.0241 -0.0228
Si 4.026 3.3979 31.9369 -0.0001 0.0013 -0.0172
Si 5.3342 4.8172 33.3683 -0.01 -0.1886 -0.283
Si 8.0687 7.5517 33.3683 -0.1883 -0.4002 -0.0725
Si 5.3342 10.2862 33.3683 -0.3311 -0.0146 -0.0071
Si 8.0687 2.0827 33.3683 -0.0082 0.0928 0.2017
Si 10.8032 4.8172 33.3683 0.2025 0.3991 0.0379
Si 13.5377 7.5517 33.3683 -0.0142 0.0387 0.084
Si 10.8032 10.2862 33.3683 0.1173 0.0875 0.0304
Si 13.5377 2.0827 33.3683 0.4859 0.279 0.2337
Si 1.3673 -1.3673 3.418 -0.2314 0.2194 0.4176
Si 4.1018 1.3673 3.418 -0.3056 -0.4715 -0.0905
Si 1.3673 4.1018 3.418 0.0336 -0.3112 -0.0544
Si 4.1018 -4.1018 3.418 0.1706 0.4303 -0.1077
Si 6.8362 -1.3673 3.418 0.018 -0.003 0.4113
Si -1.3673 1.3673 3.418 -0.0424 -0.3502 0.3561
Si 6.8362 4.1018 3.418 0.1258 -0.0525 -0.6238
Si -1.3673 6.8362 3.418 -0.0235 0.2702 -0.5362
Si 2.6966 0.0211 4.8787 0.0319 -0.0054 0.0148
Si 5.5317 2.6586 4.6901 -0.0111 0.0152 0.0408
Si 2.7508 5.4733 4.7181 0.0013 0.0142 0.014
Si 5.4218 -2.6816 4.8432 -0.0275 0.0208 0.0276
Si -2.725 -0.0491 4.8742 0.0124 0.0425 0.0023
Si 0.0412 2.6705 4.8003 -0.008 -0.006 0.0278
Si 8.1925 5.4936 4.6989 -0.0124 -0.0576 0.0441
Si -0.0804 -2.7161 4.7923 0.0251 0.0622 0.0549
Si 1.3399 1.3896 6.3779 0.005 -0.008 -0.005
Si 4.1747 4.0671 5.9175 -0.0336 -0.0626 -0.1101
Si 1.3194 -4.1566 6.0217 -0.0084 -0.0015 -0.0027
Si 4.0201 -1.374 6.3394 -0.0197 0.0063 0.0212
Si -4.1713 1.3089 6.1844 0.0085 0.0076 -0.0069
Si -1.4013 4.0695 5.98 0.0046 0.0524 0.0111
Si 6.7948 -4.151 6.0873 0.0039 0.0763 -0.1512
Si -1.4506 -1.453 6.3718 0.0105 -0.0855 -0.164
Si 0.2253 -0.3953 7.7016 0.0577 -0.0156 0.1634
Si 2.9897 2.8506 7.4523 0.0424 0.0001 0.1598
Si -0.234 -5.3491 7.3135 -0.0476 0.0474 0.1328
Si 2.3937 -2.7421 7.52 0.0077 0.0465 0.0032
Si 5.048 0.4173 7.5931 -0.1038 0.0388 0.0294
Si -2.9263 2.9437 7.3086 -0.1015 0.0522 0.0364
Si 5.7534 5.0955 7.2715 0.1075 -0.0525 0.2779
Si -2.6439 -3.2739 7.6287 0.242 -0.2405 0.3536
Si 6.7014 3.45 34.7356 0.0472 -0.0062 0.0175
Si 9.4359 6.1845 34.7356 -0.0235 -0.0332 0.0125
Si 6.7014 8.919 34.7356 -0.0526 -0.0223 -0.0629
Si 9.4359 11.6535 34.7356 0.003 0.0209 -0.0232
Si 12.1704 3.45 34.7356 0.1642 0.169 -0.0137
Si 3.9669 6.1845 34.7356 -0.01 0.0578 -0.0454
Si 12.1704 8.919 34.7356 0.0213 -0.0125 0.0058
Si 14.9049 11.6535 34.7356 -0.0149 -0.045 0.0296
Si 8.0687 4.8172 36.1028 0.0133 -0.0053 -0.0062
Si 10.8032 7.5517 36.1028 -0.0333 0.0723 -0.0163
Si 8.0687 10.2862 36.1028 0.0296 0.0022 -0.0253
Si 10.8032 2.0827 36.1028 -0.0344 -0.0757 -0.0369
Si 2.5997 4.8172 36.1028 -0.0341 -0.0092 -0.0071
Si 5.3342 7.5517 36.1028 0.0349 -0.0076 -0.0239
Si 13.5377 10.2862 36.1028 0.0011 0.016 -0.0086
Si 5.3342 2.0827 36.1028 -0.0328 -0.0314 -0.0202
Si 1.3673 1.3673 0.6835 0.0044 0.0276 0.0205
Si 4.1018 4.1018 0.6835 -0.0111 0.0005 0.0307
Si 1.3673 6.8362 0.6835 -0.0096 0.0016 0.0286
Si 4.1018 -1.3673 0.6835 0.0173 0.0078 0.0007
Si 6.8362 1.3673 0.6835 0.0298 0.0024 0.0246
Si -1.3673 4.1018 0.6835 0.0168 -0.0367 0.0035
Si 6.8362 -4.1018 0.6835 0.0125 0.0033 0.0098
Si -1.3673 -1.3673 0.6835 -0.0074 0.0276 0.0155
Si 0 0 2.0507 -0.0231 -0.0541 0.0069
Si 2.7345 2.7345 2.0507 -0.033 -0.0058 0.0006
Si 0 5.469 2.0507 -0.0597 -0.0097 0.0293
Si 2.7345 -2.7345 2.0507 0.0728 -0.0304 0.0405
Si 5.469 0 2.0507 -0.1083 -0.0396 0.0194
Si 8.2035 2.7345 2.0507 -0.0094 0.0914 -0.0043
Si 5.469 5.469 2.0507 0.0175 0.0122 -0.0071
Si 8.2035 -2.7345 2.0507 -0.0042 -0.1031 -0.0215
Si 21.4621 7.1922 20.9271 -0.0073 0.0116 0.1056
Si 3.2553 22.4957 20.6282 0.0064 0.0167 0.1301
Si 9.1994 14.0873 19.0539 0.0014 0.0015 0.0783
Si 2.7312 2.3432 15.7061 0.0235 0.0114 -0.0656
Si 14.8654 1.0243 26.0582 -0.005 -0.0106 -0.1066
Si 3.7603 -4.4337 17.1085 -0.0076 -0.0183 -0.0481
Si 6.4275 19.0894 17.7377 -0.021 0.0056 -0.0305
Si 2.0099 -5.3876 11.7961 -0.01 0.0354 0.0645
Si -4.8164 8.5958 12.3136 -0.0449 -0.0295 -0.0376
Si 0.8797 11.2946 14.8679 -0.0189 -0.0234 -0.061
Si 3.4765 -5.3037 9.1725 0.0031 0.011 -0.016
Si 7.847 6.0901 21.8203 0.0097 -0.0015 0.1005
Si -0.5568 -3.5154 11.503 -0.0173 -0.0251 0.0176
Si 6.0663 -1.3273 15.1591 0.0364 0.0042 -0.0914
Si -2.4422 1.2327 11.844 -0.0167 0.0325 0.057
Si 3.8524 19.9191 24.9109 -0.0452 -0.0226 -0.018
Si 9.8308 -1.0699 13.1601 -0.0255 -0.0465 -0.0162
Si 6.0013 -0.9646 20.3819 0.0115 -0.0132 0.1329
Si 3.6752 4.9802 14.2903 -0.0152 0.044 -0.176
Si 7.9837 7.4301 27.1507 -0.0003 0.0874 -0.0323
Si 15.5886 3.0577 21.7744 0.0263 -0.0118 0.1212
Si 11.2041 14.0933 23.6579 -0.0268 -0.0522 0.1154
Si 12.9463 8.6657 17.9713 -0.0189 -0.0012 0.0315
Si 12.0753 3.9807 9.5187 -0.0235 0.0713 0.0469
Si -1.5202 -0.9759 10.1836 0.0039 -0.0428 0.0658
Si 7.7096 6.7118 10.6947 0.0112 0.0818 -0.018
Si 19.1877 3.2836 23.1498 0.0255 0.0053 0.1033
Si 0.998 8.7212 24.7908 0.0181 0.0251 0.0236
Si 7.9997 11.5541 14.6861 0.0051 -0.0101 -0.0858
Si -4.3583 -0.2036 10.2892 0.029 -0.0293 0.0424
Si 16.5124 14.1741 24.6903 0.0028 -0.0261 0.0055
Si 10.8072 22.4296 25.0316 0.0143 0.0008 0.0119
Si -0.877 1.7884 9.5272 -0.0639 0.043 0.0349
Si 17.3415 8.4081 23.0776 0.0021 0.0159 0.1161
Si 2.5166 13.5705 18.6926 0.0277 0 0.0409
Si 3.3266 -0.5146 16.0323 -0.0227 -0.0027 -0.043
Si 6.0373 4.9597 27.0837 -0.0603 0.0065 -0.0505
Si 0.6052 15.135 20.7218 -0.0215 -0.0307 0.1244
Si 1.4038 9.3687 20.7383 -0.0118 0.0017 0.0933
Si 9.6369 11.7575 17.1416 -0.0286 -0.0023 -0.0485
Si 7.4834 5.582 18.7599 0.0066 -0.0135 0.0766
Si 9.0259 9.1498 24.6131 0.0545 0.0521 -0.0007
Si 13.2429 7.9212 27.1655 0.0083 0.0023 -0.0905
Si 10.3255 9.4077 18.8486 0.0347 0.0071 0.0536
Si 4.9956 5.9506 11.8023 -0.0148 0.0257 -0.0032
Si 12.2144 13.575 26.2504 -0.0653 -0.024 -0.0564
Si 7.4124 1.6201 20.9696 0.0076 0.0143 0.132
Si 4.6617 4.3938 19.1419 -0.0113 -0.0225 0.0726
O 9.7133 -4.0946 7.6415 -0.2112 0.0859 -0.0592
O 1.5523 1.8369 14.6853 0.0077 -0.0003 0.032
O 11.9039 10.3002 25.2431 -0.0126 -0.0255 0.0065
O 2.9898 9.8903 17.5261 -0.002 0.0051 0.0032
O 8.5434 8.2669 25.8844 -0.0489 -0.0723 0.0857
N 2.6477 -6.8125 8.6899 -0.0038 -0.0629 -0.0853
O 13.5719 6.7523 28.2447 0.0571 -0.0526 0.0994
O 6.9117 4.0593 7.8687 -0.0017 -0.0224 -0.1205
N 3.5246 -5.2898 10.9147 0.0257 0.0014 -0.0142
O 14.9231 -0.3725 25.2333 0.0043 0.0233 0.034
O 6.9818 6.2293 26.7008 0.0002 -0.0003 0.0049
O 3.716 1.0737 16.0522 -0.0065 -0.0006 0.0169
O 13.3198 10.4404 21.4719 0.0011 0.0017 -0.056
O 0.1214 5.064 8.8428 0.003 -0.0115 -0.0515
O 12.4638 3.2382 27.738 -0.0026 0.0316 0.1185
O 0.181 10.8126 13.4993 0.027 0.0238 0.0479
O 10.5401 -0.3652 28.8661 -0.0221 0.0039 0.1337
O 2.3791 12.0668 19.3275 -0.0145 0.0126 -0.0546
O 5.3891 10.1777 28.9187 0.0251 -0.0056 0.141
O 5.0001 -5.2778 8.6256 0.0154 -0.0175 -0.0676
O 4.9076 5.3658 28.1812 -0.0235 -0.0024 0.0723
O 2.3531 -3.6295 17.1608 -0.0003 0.0056 0.0079
O 9.2266 6.7683 27.9576 -0.0169 0.0051 0.0481
O 5.9969 13.1948 21.3969 0.0051 -0.0115 -0.0611
O 1.3667 -1.5616 8.1172 -0.0353 0.0452 -0.1112
O 7.1131 1.2141 10.9441 -0.0265 0.0065 -0.0112
N -0.5776 0.1117 9.2141 0.0438 -0.0243 -0.1274
O 7.9023 13.283 19.6028 0.0057 0.0123 -0.0583
O 15.5842 10.8506 20.1444 0.001 -0.0009 -0.056
O 4.9255 5.113 13.2272 -0.0054 -0.0002 0.0393
O 11.8724 14.6946 22.2803 0.0098 0.0291 -0.0778
O 4.1402 13.8504 18.7041 -0.0038 0.0037 -0.0382
O 7.1933 8.4989 28.0774 0.0157 -0.0335 0.0672
O 15.6228 3.5103 23.339 -0.0076 0.0042 -0.0411
O 6.3551 9.0288 19.1072 0.0043 -0.0006 -0.0311
O -2.184 4.6041 18.4303 -0.005 0.0066 -0.0328
O 2.3361 5.369 13.397 0.0067 -0.0123 0.024
O -1.3591 2.1718 11.0589 0.0117 -0.0011 -0.0585
O -0.7375 -2.4113 10.2762 -0.023 0.0108 -0.0206
O 4.0238 1.6632 8.0071 -0.0206 -0.0152 -0.0842
O 19.3397 12.8619 22.2381 -0.0219 -0.0162 -0.079
O 14.8446 16.8681 15.5914 0.0055 0.0072 0.0641
O -3.0721 9.9517 9.5861 0.0245 0.0283 -0.0307
O 7.4854 6.8997 17.797 0.0087 0.0021 -0.0121
O 3.9305 0.9258 27.6845 0.0094 -0.0164 0.138
O 10.1624 14.3731 20.3288 -0.0012 -0.0068 -0.0599
O 18.7425 4.5223 22.1979 -0.0055 0.0179 -0.0564
O 4.8909 7.5602 12.1077 0.0343 0.0023 0.0036
O 3.4713 1.9332 21.5851 0.0011 -0.0142 -0.0431
O 6.8573 -1.8237 16.4942 0.0016 -0.0201 0.0455
O 0.429 8.9438 17.6752 0.0076 0.005 -0.0132
O 8.3858 1.8053 28.7961 -0.036 0.0313 0.0886
O 8.2671 1.6384 13.4188 -0.0098 -0.0085 0.0103
O 6.4704 -5.2657 11.0788 -0.032 0.0031 -0.0231
O -3.2897 -3.7361 9.1263 0.0493 -0.0363 -0.1292
O -0.0428 11.3691 16.2022 -0.0048 0.0073 0.0345
O 10.1698 8.2897 12.9011 -0.0025 0.0261 0.0062
O 9.3485 10.7361 24.9504 -0.0037 -0.0189 -0.0093
O 5.3249 4.4964 25.6933 0.0415 0.0328 0.0765
O 8.8744 2.3481 8.5676 0.046 -0.0158 0.0146
O 16.1501 8.4635 24.1883 0.0336 -0.0061 -0.0304
O 8.4129 12.1607 16.1341 0.0165 0.0059 0.0461
O 2.0228 -0.7689 15.1042 0.0239 0.0062 0.0209
O 12.6843 14.6433 19.6643 0.0075 -0.0024 -0.0469
O 3.5647 3.4798 14.9094 -0.0116 -0.0473 0.0618
O 7.4779 -2.9211 11.6446 -0.0024 -0.0572 -0.0445
O -4.5119 8.677 13.8944 -0.0037 0.0222 0.0443
O 9.8496 8.0125 19.6318 -0.0067 0.0041 -0.0552
O 3.6957 5.4416 18.3467 -0.0048 0.0094 -0.0007
O 6.8828 3.7027 27.7153 0.0066 -0.0161 0.06
O 12.0734 7.6423 26.0394 0.0241 0.0147 0.0349
O 12.9842 13.7464 17.1326 -0.0144 -0.0041 0.0183
O 5.513 -0.0654 9.0926 0.033 0.0035 -0.0326
O 9.6686 14.6141 23.8101 -0.0102 0.0073 -0.041
O 16.127 1.8688 25.4768 0.0251 0.0057 0.0106
O 7.1552 3.0894 24.3271 -0.0195 -0.0018 -0.0067
O 11.8857 -4.1406 11.5886 0.0098 -0.0155 -0.0192
O 9.9629 13.1182 17.988 0.0032 0 -0.006
O 4.9687 7.5251 17.4328 0.0067 0.0008 0.0168
O 13.5137 12.7733 25.7065 0.0167 0.0081 0.0307
O 5.8147 9.0666 21.7178 -0.013 0.0231 -0.0909
O 11.6077 19.1534 21.6449 -0.011 0.0049 -0.0546
O 7.2654 0.0336 20.6661 -0.0002 -0.0029 -0.0572
O 6.1588 4.6504 18.5833 0.0043 -0.0072 -0.0215
O 11.1588 12.4307 23.7087 0.0059 0.0216 -0.0429
N -1.784 -0.3623 11.7668 0.0001 -0.0479 -0.0019
O 1.2517 -6.6826 11.1277 -0.0317 -0.0157 -0.0775
O -0.4781 19.4159 24.1024 -0.0106 -0.006 0.0035
O 6.7846 17.7863 22.7888 0.0009 -0.0258 -0.04
O 14.6401 8.232 26.3686 0.004 0.0172 0.0319
O 10.791 4.8825 28.8413 -0.0034 0.0134 0.1283
O 11.9467 14.6477 25.0235 -0.0065 -0.0096 -0.0058
O 2.8021 -3.8557 8.7023 0.0082 0.0176 -0.0165
O 15.4736 15.3257 20.7952 -0.0059 0.0185 -0.0662
O 4.4758 9.5177 15.3718 -0.0199 -0.0027 0.0239
O -2.1246 10.1382 14.4205 -0.0057 0.0165 0.0114
O 5.8127 -0.9517 11.5323 0.0237 -0.0102 0.0002
O 7.7888 9.1587 23.5454 -0.0072 -0.0114 -0.0332
O 0.3977 16.7533 20.5475 0.0008 0.0047 -0.0564
O 10.933 12.5246 26.3063 0.0027 0.0027 0.0298
O 0.5665 2.4864 9.2694 0.0167 -0.0149 -0.0466
O 9.3289 17.7136 21.9622 0.0343 -0.0007 -0.0558
O 12.6663 9.2077 27.9821 -0.0334 -0.0175 0.0399
O 13.4181 8.6243 24.0365 -0.0243 0.0119 0.0203
O 6.4272 11.163 14.7898 0.0123 -0.0054 0.0295
O 13.1768 8.5348 19.5898 0.0181 -0.0086 -0.0553
O -1.6462 10.4668 18.133 0.0015 -0.0038 -0.0127
O 11.1417 10.2358 20.0108 -0.005 -0.0104 -0.0469
O 9.2306 -4.6742 11.1917 -0.0009 0.0409 -0.0219
O 18.3628 17.1292 20.264 -0.0125 -0.0038 -0.0807

Results
free energy: -153370.759 eV
free energy less fixed offsets of N -385.13, O -568.88, Si -635.61 eV per atom: -1.119 eV

The program warned: the cutoff lies below the one the program advises for these potential files; the forces do not sum to zero within the program's tolerance; the exchange-correlation potential is rough where the density is thin.
